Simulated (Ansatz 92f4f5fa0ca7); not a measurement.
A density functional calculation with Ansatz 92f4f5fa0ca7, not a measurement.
Periodic cell of 122 atoms, Si78O44, from a study of silicon, its oxide and their interface. The atomic structure is a simulated model.

Settings: functional r2SCAN; potential files Ansatz norm-conserving; basis plane waves; wave-function cutoff 1300 eV; density cutoff ratio 4; exchange-correlation grid ratio 1; k mesh 2 x 2 x 1, shifted by 0.5 0.5 0.5 of a step; self-consistency stop 5e-08 eV per atom in the density residual; occupations Fermi-Dirac, 0.05 eV; spin none; net charge 0.

Cell vectors (angstrom)
a 10.88 0 0
b 0 10.88 0
c 0 0 17.8149

Atoms: element, x, y, z (angstrom)
Si 0.1424 -0.2743 0.2013
Si 3.2203 2.1535 -0.3544
Si 0.2296 5.2996 -0.2887
Si 2.3302 8.4014 0.0889
Si 5.4398 -0.0235 0.2735
Si 8.1434 2.4919 0.0163
Si 5.028 5.7086 -0.4124
Si 7.6468 8.7862 -0.085
Si 1.4256 1.4466 1.1875
Si 4.0664 4.0293 1.0101
Si 1.4253 6.5862 1.2908
Si 4.0564 9.4377 1.4312
Si 6.7846 1.3659 1.5218
Si 9.4201 4.2102 1.064
Si 6.5851 6.9448 1.0116
Si 9.3005 9.5582 1.4167
Si -0.003 2.8567 2.5025
Si 2.6816 0.0386 2.6513
Si -0.0729 8.0744 2.5366
Si 2.8001 5.3026 2.6131
Si 5.3774 2.8252 2.6096
Si 8.131 0.0373 2.8491
Si 5.4156 8.0781 2.7038
Si 8.0453 5.5685 2.4311
Si 1.3936 4.0593 3.9825
Si 4.0477 1.4286 4.0296
Si 1.2988 9.4885 3.9633
Si 4.0538 6.7191 4.0325
Si 6.7696 4.182 3.9071
Si 9.6125 1.4264 3.9816
Si 6.7418 9.4964 4.0777
Si 9.4231 6.795 3.9334
Si 0.0641 0.0326 5.365
Si 2.7218 2.7581 5.4552
Si 0.042 5.5078 5.2325
Si 2.677 8.1436 5.3471
Si 5.3726 0.0214 5.373
Si 8.1481 2.7756 5.2137
Si 5.4089 5.3976 5.4088
Si 8.135 8.1327 5.383
Si 1.3781 1.3967 6.8063
Si 4.048 4.129 6.8738
Si 1.3443 6.7938 6.7691
Si 4.0143 9.5183 6.795
Si 6.7632 1.4647 6.6809
Si 9.6001 4.0913 6.4904
Si 6.794 6.7224 6.7204
Si 9.5992 9.4872 6.6391
Si 0.0174 2.8839 7.9907
Si 2.6647 0.0362 8.248
Si -0.028 8.1725 8.1542
Si 2.6798 5.4744 8.3024
Si 5.4435 2.7965 8.2237
Si 8.281 0.08 7.8185
Si 5.4037 8.0477 8.0848
Si 8.2847 5.3353 7.8598
Si 1.0611 4.3098 9.6237
Si 4.526 0.9733 9.5452
Si 1.4489 9.3847 9.5645
Si 3.7386 7.1781 9.6127
Si 7.1927 3.9113 9.3264
Si 9.2809 1.7174 9.1459
Si 6.7375 9.7396 9.0218
Si 9.6944 6.4572 9.3208
Si 3.4831 6.2421 14.8324
Si 10.8558 0.3229 11.5789
Si 1.6669 2.8096 12.473
Si 8.5115 5.1446 14.0484
Si 5.9518 -0.5156 11.771
Si 7.6882 6.0261 11.4581
Si 8.9494 8.0359 14.9184
Si 8.3636 10.5661 13.4993
Si -1.022 0.9275 15.8506
Si 6.4051 3.62 15.4345
Si 5.1042 -3.4191 12.3843
Si 3.6839 3.0598 14.5697
Si 0.872 7.4654 15.4946
Si 11.0694 3.6115 15.0055
O -0.0541 -0.2785 -1.4642
O 1.2624 -1.3744 0.6404
O 4.3945 0.9683 -0.5722
O 2.8538 2.4801 -1.9668
O 5.2431 2.676 -3.005
O 0.8306 4.1766 -1.4075
O 1.9075 8.4402 -1.5333
O -0.0676 6.5869 -1.2976
O 6.4836 -0.9906 -0.6408
O 9.2858 1.452 -0.5356
O 7.3307 2.7497 -1.4022
O 5.9291 4.9031 -1.5254
O -2.0965 5.3467 12.4703
O 1.6342 3.5624 11.0231
O 4.9204 0.6083 11.1644
O 5.5377 -0.05 8.7536
O 4.3212 6.7969 11.1226
O 2.6 8.3008 10.0304
O -2.7214 2.6794 9.9279
O 11.8394 1.3594 12.3403
O 10.1911 1.0496 10.3161
O 10.7922 5.4327 10.0847
O 6.9814 9.7584 10.6588
O -0.3171 8.1322 14.5984
O 11.7019 9.9288 11.0096
O 8.5946 6.9635 10.4792
O 1.9033 6.5843 14.5799
O 8.5725 8.4934 16.4138
O 9.6469 -0.1323 12.5374
O 6.6297 -3.9743 12.3025
O 3.1474 2.534 13.1202
O 8.2213 8.9872 13.8244
O 7.2107 4.204 14.1663
O 3.9501 6.5399 16.3947
O 5.1022 -1.7844 12.3517
O 8.6447 0.5049 14.8715
O 6.9337 0.1691 12.8904
O 9.7067 4.4466 14.8485
O 8.2901 6.5741 14.754
O 6.8622 15.7546 10.6487
O 4.4287 7.0542 13.8024
O -0.1246 2.0421 15.1263
O 3.6387 4.6729 14.5431
O 11.8532 -7.1004 13.5963

Results
free energy: -29615.512 eV
free energy less fixed offsets of O -463.61, Si -117.95 eV per atom: -16.572 eV
pressure: -1.16 GPa
stress xx, yy, zz, yz, xz, xy (GPa, positive in tension): 0.61, -0.09, 2.96, 0.05, 0.79, -0.25

Forces (eV/angstrom), in the order of the atoms: element, x, y, z
Si -0.1907 0.2025 0.1375
Si -0.0142 -0.1818 -0.5483
Si -0.1473 -0.1371 -0.9372
Si -0.1937 0.0893 -0.3553
Si 0.0979 -0.2389 -0.8811
Si -0.2152 0.1126 -0.8302
Si 0.306 -0.2873 -0.5047
Si 0.0278 0.3486 -0.7996
Si -0.0508 -0.16 -0.5487
Si -0.0523 -0.0578 -0.1855
Si -0.0917 0.0669 -0.0547
Si -0.2492 0.1351 -0.3944
Si 0.0715 0.0665 -0.0425
Si 0.187 -0.167 -0.0946
Si -0.0328 -0.0041 -0.1813
Si 0.1697 0.122 -0.4512
Si 0.0566 -0.1593 -0.1647
Si -0.0685 0.0967 0.3135
Si -0.2834 -0.0076 0.3541
Si 0.0792 -0.1109 -0.1336
Si -0.012 0.0606 0.153
Si 0.2056 -0.0925 0.1254
Si 0.0096 0.124 0.0431
Si -0.1645 -0.0132 -0.1248
Si -0.1281 0.135 0.0043
Si -0.1201 -0.1443 -0.2651
Si 0.1705 0.0704 -0.3214
Si 0.0913 0.0143 0.064
Si -0.0629 -0.0784 -0.116
Si -0.1492 -0.064 -0.0834
Si -0.0153 0.0455 0.0834
Si 0.3103 0.1748 -0.2199
Si 0.0718 -0.0962 -0.1339
Si -0.036 -0.0833 -0.0854
Si -0.1283 -0.0716 0.1176
Si 0.0469 0.1274 0.2543
Si -0.0241 0.1331 0.4212
Si 0.0009 -0.0206 0.2484
Si 0.1335 0.0603 -0.1088
Si -0.0567 0.0095 -0.0464
Si 0.0791 -0.1882 0.1011
Si -0.0322 -0.0465 0.1697
Si -0.0424 0.0529 0.0553
Si 0.0227 0.0362 -0.4002
Si -0.0406 -0.0989 -0.5347
Si 0.0831 -0.0199 -0.3187
Si -0.1407 0.1335 0.1586
Si -0.0215 0.1065 0.093
Si -0.1337 0.0857 0.233
Si -0.0258 0.0185 0.3445
Si 0.0295 -0.1155 0.1818
Si -0.1173 0.1686 0.109
Si 0.0821 0.0031 0.3351
Si 0.0396 -0.0198 0.244
Si 0.118 -0.0395 0.2637
Si 0.0252 0.0686 0.1425
Si -0.1042 -0.0612 0.6579
Si 0.5385 -0.5526 0.1719
Si 0.0193 -0.0911 0.6256
Si 0.1822 0.1711 0.7256
Si 0.082 -0.0004 1.0467
Si 0.0843 -0.1427 0.9255
Si -0.2225 0.0765 0.4968
Si -0.1814 0.0882 0.779
Si 0.0334 -0.1235 -0.3156
Si -0.1916 -0.1533 -0.1111
Si -0.0379 0.0595 0.267
Si 0.0281 0.1455 -0.0172
Si 0.1526 -0.0721 0.6412
Si 0.2207 -0.0607 0.2093
Si -0.3131 -0.0309 -0.3672
Si -0.1522 -0.1881 0.0068
Si -0.1806 -0.0682 -0.3905
Si -0.0017 -0.147 -0.3885
Si 0.1523 0.2744 0.2846
Si 0.4034 0.1046 -0.1946
Si -0.1941 -0.1445 -0.38
Si -0.2145 0.2103 -0.0716
O -0.0507 0.1406 0.6141
O 0.0118 -0.1845 -0.558
O -0.1854 0.2814 0.5077
O 0.0962 -0.09 0.6847
O -0.0628 0.2771 0.2305
O -0.1807 0.4238 0.6766
O 0.2027 -0.1144 0.7622
O 0.3511 -0.2593 0.3633
O 0.1436 -0.064 0.9214
O 0.1049 0.0218 0.0567
O 0.258 0.1072 0.7177
O -0.2552 0.1638 0.443
O -0.4566 0.1019 -0.0466
O -0.1631 0.2837 -0.648
O -0.3184 0.2418 -1.1488
O -0.2661 0.2287 0.5329
O -0.1975 0.0836 -0.6447
O 0.154 -0.117 -0.5144
O 0.0908 0.0667 -0.9791
O -0.0842 0.0809 -0.1498
O -0.0875 0.0954 -0.1223
O 0.0451 0.037 -0.7342
O -0.2263 0.0154 -0.6689
O 0.057 -0.086 0.3426
O 0.0541 0.1002 -0.5811
O 0.4126 -0.206 -0.5014
O -0.0232 0.2039 0.4751
O -0.1955 0.056 0.2175
O 0.1091 0.0895 0.048
O -0.0872 -0.0503 -0.1566
O -0.126 0.1192 0.1406
O 0.2397 0.1089 0.311
O 0.0134 -0.0222 0.2245
O 0.3448 -0.3803 0.6284
O 0.1606 0.0017 -0.227
O 0.3612 -0.0698 0.0948
O -0.0427 -0.2351 -0.3165
O 0.0326 -0.1632 -0.0945
O 0.1982 -0.0355 -0.0408
O 0.2022 -0.2262 -0.562
O -0.1078 -0.0937 -0.124
O -0.0697 -0.0742 0.2105
O -0.1118 -0.0557 0.0607
O 0.0805 -0.2709 0.0689
